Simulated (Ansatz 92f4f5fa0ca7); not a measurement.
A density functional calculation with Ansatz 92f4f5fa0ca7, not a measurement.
Periodic cell of 223 atoms, Si133O90, from a study of silicon, its oxide and their interface. The atomic structure is a simulated model.
Doubt: the cutoff is far below the 930 eV that the study's wrapper takes by default for these files, so forces and energies are approximate.

Settings
functional: PBE
potential files: Ansatz PAW
basis: plane waves
wave-function cutoff: 580 eV
density cutoff ratio: 5
exchange-correlation grid ratio: 1
k mesh: 1 x 1 x 1, Gamma-centred
self-consistency stop: 5e-08 eV per atom in the density residual
occupations: fixed
spin: none
net charge: 0

Cell vectors (angstrom)
a  10.938  0  0
b  0  10.938  0
c  0  0  32.3643

Atoms and the computed forces on them: element, x, y, z (angstrom), force x, y, z (eV/angstrom)
Si  0.171  -0.1771  24.9572  -0.0052  0.0264  -0.0536
Si  5.3605  0.131  24.8327  -0.04  0.0494  -0.0696
Si  3.0917  2.3586  24.8534  -0.0223  0.03  -0.0753
Si  8.0281  3.0235  24.8928  -0.0382  0.0349  -0.0661
Si  -0.2474  5.801  24.7477  0.0135  -0.02  -0.1062
Si  5.7878  5.2202  25.0919  -0.001  0.0299  -0.0217
Si  2.4213  8.5538  24.884  0.0411  -0.0073  -0.0801
Si  8.4944  8.0722  24.9373  -0.0102  0.0049  -0.0375
Si  1.4193  1.3702  26.2114  0.0009  0.0018  -0.0322
Si  6.8982  1.3554  26.1599  0.0029  -0.0006  -0.0026
Si  4.1229  4.0296  26.213  -0.0028  -0.0157  -0.0247
Si  9.6312  4.1696  26.1594  0.0242  0.0016  -0.0036
Si  1.3658  6.8573  26.1439  0.0171  -0.0196  -0.0237
Si  6.9279  6.8676  26.2799  0.0006  -0.0106  -0.03
Si  4.1199  9.572  26.1821  0.0019  -0.034  -0.0026
Si  9.6251  9.5699  26.3176  -0.0087  0.0108  -0.0434
Si  2.7552  -0.0132  27.5917  0.0096  0.0022  0.0272
Si  8.2109  0.002  27.5839  -0.0191  0.0027  0.0324
Si  0.0218  2.7515  27.5412  -0.0198  -0.0091  0.014
Si  5.4989  2.6869  27.5858  0.0098  -0.0157  0.0085
Si  2.735  5.4546  27.5273  -0.0038  0.0078  0.0103
Si  8.2592  5.4643  27.6103  -0.0012  0.0105  0.0231
Si  0.0367  8.1665  27.6153  -0.0133  -0.0013  0.047
Si  5.4701  8.1979  27.5695  -0.0103  0.0088  0.0181
Si  4.1018  1.3673  28.9461  0.0948  -0.1231  0.1906
Si  9.5708  1.3673  28.9461  0.1113  0.1816  -0.1862
Si  1.3673  4.1018  28.9461  0.0075  0.1142  -0.181
Si  6.8362  4.1018  28.9461  0.1134  -0.091  -0.0314
Si  4.1018  6.8362  28.9461  -0.0888  -0.1233  -0.2441
Si  9.5708  6.8362  28.9461  0.2399  -0.0452  0.4584
Si  1.3673  9.5708  28.9461  0.1923  -0.0972  0.1853
Si  6.8362  9.5708  28.9461  -0.1174  0.0742  -0.0498
Si  0  0  30.3133  0.0349  0.0186  -0.037
Si  5.469  0  30.3133  -0.0446  -0.0035  0.0233
Si  2.7345  2.7345  30.3133  0.0382  0.0356  -0.0507
Si  8.2035  2.7345  30.3133  0.0107  0.062  0.0044
Si  0  5.469  30.3133  -0.0031  0.0704  0.0298
Si  5.469  5.469  30.3133  -0.0142  -0.0135  -0.0429
Si  2.7345  8.2035  30.3133  -0.0373  0.0627  0.0214
Si  8.2035  8.2035  30.3133  0.0185  -0.0116  -0.0312
Si  1.3673  1.3673  31.6806  -0.0021  -0.0157  -0.0183
Si  6.8362  1.3673  31.6806  0.0249  -0.0215  -0.0263
Si  4.1018  4.1018  31.6806  -0.0118  -0.0282  -0.0125
Si  9.5708  4.1018  31.6806  0.0071  -0.0279  -0.0253
Si  1.3673  6.8362  31.6806  -0.0151  -0.0663  -0.0226
Si  6.8362  6.8362  31.6806  0.0073  0.0117  -0.009
Si  4.1018  9.5708  31.6806  0.0516  -0.0294  -0.0192
Si  9.5708  9.5708  31.6806  -0.0067  0.0123  -0.0093
Si  2.7345  0  0.6835  -0.0114  -0.0399  0.0086
Si  8.2035  0  0.6835  -0.0533  0.0388  0.0294
Si  0  2.7345  0.6835  -0.0229  0.033  0.0163
Si  5.469  2.7345  0.6835  -0.0248  0.0462  0.0158
Si  2.7345  5.469  0.6835  -0.0062  0.048  0.0294
Si  8.2035  5.469  0.6835  0.0395  -0.0075  0.0139
Si  0  8.2035  0.6835  0.0534  -0.0193  0.0151
Si  5.469  8.2035  0.6835  -0.0512  0.0552  0.0215
Si  4.1018  1.3673  2.0507  -0.0175  -0.0152  0.0141
Si  9.5708  1.3673  2.0507  0.0481  -0.0549  0.0365
Si  1.3673  4.1018  2.0507  -0.0501  -0.0869  0.0159
Si  6.8362  4.1018  2.0507  -0.0253  -0.0694  0.0057
Si  4.1018  6.8362  2.0507  0.0297  -0.0542  0.0275
Si  9.5708  6.8362  2.0507  -0.0866  -0.0627  -0.0291
Si  1.3673  9.5708  2.0507  -0.0526  0.0596  -0.0441
Si  6.8362  9.5708  2.0507  0.0549  -0.0791  -0.0136
Si  0  0  3.418  0.1205  -0.3245  -0.5737
Si  5.469  0  3.418  -0.117  0.0483  0.1466
Si  2.7345  2.7345  3.418  -0.1009  -0.068  0.0148
Si  8.2035  2.7345  3.418  -0.3528  0.1196  -0.016
Si  0  5.469  3.418  -0.0804  -0.0613  -0.1082
Si  5.469  5.469  3.418  -0.1085  0.1514  0.1491
Si  2.7345  8.2035  3.418  0.056  0.1155  0.2605
Si  8.2035  8.2035  3.418  -0.3979  -0.1682  -0.5772
Si  1.3541  1.3133  4.7567  -0.0498  0.0012  -0.0517
Si  6.8057  1.379  4.8042  0.007  0.031  0.0125
Si  4.0579  4.1255  4.7939  0.0106  0.0219  0.008
Si  9.5053  4.1449  4.7685  -0.0049  0.0471  -0.0318
Si  1.3388  6.8363  4.7788  0.0311  0.1428  -0.0118
Si  6.7917  6.9049  4.7965  0.022  0.0012  -0.0028
Si  4.1018  9.5905  4.8397  -0.0531  -0.0075  -0.0502
Si  9.5694  9.5267  4.6914  0.1168  0.1152  0.0204
Si  2.6625  -0.0608  6.217  0.1517  0.0877  0.0126
Si  8.1899  -0.1038  6.0168  -0.0044  -0.0184  0.0451
Si  -0.1821  2.6048  5.9897  0.0373  -0.0786  0.1739
Si  5.4072  2.743  6.1965  -0.0231  -0.0056  -0.0092
Si  2.6257  5.4727  6.1826  -0.0112  -0.0015  0.0622
Si  8.1575  5.5408  6.1518  -0.1855  -0.1872  -0.2
Si  -0.1175  8.1335  6.1003  0.0939  -0.032  0.1594
Si  5.4452  8.2585  6.2716  -0.0036  -0.0201  0.0592
Si  3.6875  1.6968  7.4595  0.0994  -0.0671  0.2876
Si  9.6834  0.9995  7.4252  -0.0098  0.1111  -0.1003
Si  1.3147  3.7876  7.2539  -0.1287  0.0386  0.055
Si  6.521  4.4486  7.3956  0.016  -0.0271  0.1411
Si  4.2258  6.6517  7.5075  -0.0161  -0.0263  0.1579
Si  9.274  7.0182  7.5844  0.0742  0.2629  0.7582
Si  0.956  9.7252  7.4433  -0.6938  -0.7186  -0.1682
Si  7.1535  9.3932  7.5309  0.1194  -0.0409  0.1177
O  9.5289  6.9152  24.3788  0.0161  -0.0004  0.096
O  4.241  1.2628  24.4028  -0.0075  -0.001  0.0879
O  8.2147  8.227  8.0906  0.0468  -0.2047  -0.2806
O  2.5486  2.8436  7.799  0.0534  -0.1122  -0.0067
O  6.8531  4.1133  24.4575  0.0119  0.002  0.0883
O  1.2899  9.6714  24.4146  0.0026  -0.0235  0.106
O  3.6731  7.2744  8.9602  0.1967  0.0187  -0.2321
O  0.0709  0.1048  7.8228  -0.6104  1.253  -0.4106
O  5.3682  5.5244  7.9082  0.0155  -0.0177  -0.1448
O  6.8118  10.4113  8.8169  -0.0907  -0.0613  -0.069
O  9.7744  6.2615  9.0184  -0.1476  0.0011  -0.4167
O  2.3752  10.2415  9.344  2.1192  1.4654  0.0268
O  4.1057  1.2646  9.0356  -0.2024  -0.0735  -0.2892
O  0.2205  4.0234  8.4892  0.1045  -0.1124  -0.1125
O  8.8779  1.2289  8.8652  0.1031  0.0169  -0.0172
O  0.2791  10.3141  11.1051  0.8546  0.2369  -0.1523
O  8.0568  8.9169  23.5902  0.0245  -0.0151  0.0323
O  8.7164  2.5153  23.4833  -0.0133  -0.0033  0.0447
O  5.055  6.0991  23.9131  -0.0044  -0.0084  0.0235
O  2.4946  2.8023  23.4011  0.0289  -0.0237  0.0577
O  10.3343  0.4062  23.6222  0.0154  -0.0234  0.0344
O  0.2779  5.324  23.2516  -0.045  0.017  0.1077
O  2.9785  8.0157  23.4428  -0.0114  0.0301  0.0847
O  5.9283  10.4538  23.3989  0.0027  0.0158  0.0557
Si  9.822  1.6316  22.6751  0.0168  -0.0021  0.0015
Si  2.8507  7.6732  21.8642  -0.0134  -0.0206  -0.064
Si  4.7792  10.0569  15.4996  0.01  0.0035  -0.0457
Si  9.7302  -0.074  17.6913  0.0054  -0.0083  -0.0105
Si  4.3694  0.4084  12.8619  -0.0086  -0.0148  0.1382
Si  4.6611  5.164  11.6487  -0.045  0.116  0.004
Si  7.6149  0.6072  9.7096  0.069  -0.0451  0.0431
Si  1.736  2.8371  21.973  0.0324  0.004  -0.0524
Si  6.052  2.5983  19.2582  -0.0238  0.0106  -0.0146
Si  6.0332  7.6047  18.4303  0.0109  -0.0146  0.0064
Si  6.7422  3.4794  10.2351  0.0568  0.0762  0.0404
Si  3.2309  12.5691  19.5134  0.0299  0.012  -0.0052
Si  2.6133  6.7996  10.1125  -0.354  0.3296  0.3008
Si  5.4104  15.0466  14.3512  0.022  0.013  -0.0313
Si  10.8434  -2.8897  17.6115  -0.0021  -0.0005  -0.0041
Si  13.3404  -1.7869  16.9593  -0.0008  0.0093  0.014
Si  7.9867  11.3445  20.3871  -0.0254  0.047  -0.0605
Si  3.1046  11.5126  10.1005  0.3223  0.4021  0.396
Si  6.6654  7.2647  12.7745  0.0349  0.0025  -0.0335
Si  9.7094  5.9955  19.5296  -0.0157  0.0171  -0.0167
Si  -4.0827  -1.5688  22.5888  0.0051  -0.0169  -0.0153
Si  5.9909  6.5328  15.683  0.0033  -0.0136  -0.0375
Si  12.3589  12.1225  16.8883  0.0264  -0.0004  -0.0464
Si  7.267  10.3751  12.4526  -0.0239  -0.0575  0.0479
Si  10.9773  5.2599  9.5257  -0.0357  0.1907  0.0392
Si  5.3595  6.5325  22.3853  0.0031  -0.0504  -0.0272
Si  6.8933  5.417  20.2816  0.0073  -0.0004  -0.0214
Si  1.8995  1.9813  13.8684  -0.0569  -0.0568  -0.0343
Si  5.79  1.7632  16.2185  0.0228  -0.0068  0.0206
Si  1.3004  9.403  10.1582  -2.2641  -2.4456  1.4336
Si  0.6359  0.9017  11.6368  -0.2281  -0.248  0.0585
Si  -2.8349  4.6834  12.8162  0.0303  0.0352  0.0367
Si  0.8074  5.5057  21.7086  0.0336  -0.0039  -0.0512
Si  3.8485  -1.4279  19.6015  -0.0165  0.0224  -0.0464
Si  19.425  6.6613  17.172  0.0001  -0.0108  -0.0136
Si  7.6984  10.684  15.3091  0.0072  0.0095  -0.048
Si  -0.1491  3.5741  12.2564  -0.0197  -0.0137  0.0216
O  10.6671  7.2331  19.0305  0.0065  -0.0001  -0.0082
O  1.8844  1.4986  10.7145  0.1461  -0.2151  -0.2031
O  18.4712  6.0682  16.0152  -0.0044  0.0237  0.019
O  1.7005  12.9851  15.5003  -0.0023  -0.0109  0.065
O  8.8993  10.4286  16.3538  0.0271  -0.0017  0.032
O  0.1587  2.5228  22.2204  -0.0307  -0.0089  0.0073
O  1.9355  8.0659  10.9404  0.1723  0.9889  -0.4869
O  -5.6805  4.0841  10.5756  0.0353  -0.043  -0.004
O  6.6965  1.3572  20.0926  0.0297  -0.0286  0.0165
O  12.252  -2.9914  16.7802  -0.001  0.0185  0.0218
O  5.3721  7.2724  16.9824  0.0088  0.0064  0.001
O  -0.5066  13.0223  11.604  0.081  0.0142  -0.0214
O  6.0149  7.3523  14.2736  0.0017  -0.0139  0.0407
O  1.0655  11.653  13.2151  0.0661  0.0818  -0.0027
O  7.183  12.2107  15.5312  0.0037  0.0057  0.0413
O  5.6341  6.4726  11.7845  -0.0072  -0.0256  0.0015
O  4.1804  10.1851  13.986  0.0196  0.0546  -0.0401
O  9.1136  1.0939  21.325  0.0369  0.0208  0.0477
O  -0.2922  9.5867  18.0868  -0.002  -0.0014  -0.0053
O  5.8601  6.2986  19.3773  -0.0028  0.0041  0.0089
O  6.1718  2.4177  17.642  0.0082  0.0097  0.0078
O  -0.3049  5.1576  20.5584  0.0192  0.0017  0.0264
O  7.6428  7.7607  18.1036  -0.008  0.0081  0.0024
O  7.2789  3.9851  8.7839  -0.0599  -0.0014  -0.0384
O  16.95  0.5059  12.7198  0.0468  -0.1009  -0.0436
O  1.9365  4.3649  21.4427  -0.0091  -0.0099  0.023
O  9.099  5.4251  18.0933  0.0241  0.0074  0.0188
O  1.4207  6.0748  9.3138  0.0715  -0.0066  -0.046
O  -2.7012  -0.4682  13.7786  -0.0927  0.0119  -0.0525
O  9.7334  7.494  16.5448  0.0122  0.0013  0.0169
O  6.6574  1.8548  10.1521  0.0053  0.0362  0.0092
O  8.0361  6.3368  12.782  -0.021  -0.0182  0.0226
O  -4.0233  3.9121  19.6798  0.0145  0.0042  0.0066
O  10.7648  1.1729  17.352  -0.0004  -0.0021  0.0072
O  3.9784  11.1226  19.609  -0.0006  -0.0279  0.005
O  5.302  8.8841  19.1328  -0.0141  0.0095  0.0126
O  8.0755  -0.1059  11.1151  -0.0311  0.0445  -0.042
O  15.385  2.7322  19.5687  -0.002  -0.0068  -0.0012
O  6.8492  -2.1458  12.243  0.0226  0.1363  0.043
O  5.0611  5.2366  15.4643  0.0262  0.0175  0.0184
O  0.4861  8.8951  8.8507  0.3723  -0.8811  -0.4275
O  3.8804  -0.0708  11.383  -0.0437  0.0266  -0.1275
O  6.3275  5.3707  21.798  -0.0126  0.0332  0.0147
O  1.2209  3.3391  13.1727  0.02  0.0207  -0.0038
O  7.4359  -0.9198  21.1955  -0.0196  -0.0339  0.056
O  3.9629  6.5271  21.5547  0.0145  0.0071  0.0188
O  16.0259  2.7529  15.1545  0.0243  0.0118  -0.0045
O  6.9772  4.1464  13.8755  -0.0164  -0.0107  0.0144
O  13.6455  9.0798  18.5458  0.0311  0.0056  0.0239
O  3.4605  12.6422  13.3523  0.0082  -0.0393  -0.0297
O  6.0055  8.0268  22.234  0.0081  0.0307  0.0042
O  4.718  -10.4162  16.3653  0.0217  0.0062  0.0009
O  3.2602  9.0131  21.034  -0.0089  -0.0115  0.0211
O  7.7954  4.0275  11.3519  -0.0826  -0.055  -0.1068
O  17.3286  -1.247  15.5475  -0.0117  -0.0018  0.0084
O  2.3293  1.7559  18.1382  -0.009  0.0024  0.0061
O  3.2234  5.7339  11.1709  0.0483  -0.0455  -0.0402
O  4.4541  4.3751  13.0618  0.023  -0.0201  0.0145
O  -0.0496  4.6972  11.0591  0.0121  0.0017  -0.0288
O  12.7548  -0.3443  16.4971  -0.0005  0.0098  0.015
O  8.3325  6.1895  20.3971  0.0155  0.0046  0.0062
O  1.3956  7.0235  21.502  -0.0065  0.0038  0.0156
O  8.6959  11.1094  18.9281  0.0031  0.0029  0.026
O  25.6492  -1.9865  16.1208  0.0026  0.0069  0.0007
O  2.3028  1.8151  20.8395  -0.0268  0.0151  0.042
O  -1.3518  4.13  13.2297  -0.0217  0.0124  -0.0089

Results
free energy: -135733.464 eV
free energy less fixed offsets of O -568.88, Si -635.61 eV per atom: 1.866 eV

The program warned: the cutoff lies below the one the program advises for these potential files; the exchange-correlation potential is rough where the density is thin.
